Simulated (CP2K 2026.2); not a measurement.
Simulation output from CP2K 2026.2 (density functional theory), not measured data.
Periodic cell of 432 atoms, Si324O108, from a study of silicon, its oxide and their interface. The atomic structure is a simulated model.
Doubt: the forces sum to 2.75 eV/angstrom along one axis rather than to zero, so they err by at least 0.0064 eV/angstrom per atom on average; the grid cutoff is modest.

Settings: functional PBE; method Gaussian and plane waves; basis set DZVP-MOLOPT-SR-GTH; pseudopotentials GTH-PBE; grid cutoff 350 Ry, relative cutoff 50 Ry; k points Gamma only; occupations fixed; spin none; net charge 0.

Cell vectors (angstrom)
a 16.32 0 0
b 0 16.32 0
c 5.1791 3.1422 29.428

Atoms and the computed forces on them: element, x, y, z (angstrom), force x, y, z (eV/angstrom)
Si 1.4805 14.713 0.1688 -0.0922 0.2832 0.7989
Si 3.8134 1.6109 0.0185 0.0692 -0.1897 0.7648
Si 1.5614 3.727 0.1323 -0.0413 0.1749 0.6753
Si 4.132 7.0493 0.2079 -0.1939 -0.3581 0.7183
Si 6.1195 13.0705 29.4207 0.3985 -0.272 0.7517
Si 3.8702 12.691 0.0784 0.0784 -0.3959 0.7611
Si 12.1139 17.9045 29.4268 -0.0986 0.2147 0.7474
Si 15.0836 4.1677 29.4195 -0.3971 0.3335 0.7454
Si 11.8692 7.1104 29.1425 -0.07 0.3877 0.7115
Si 14.9838 10.0032 29.3278 -0.4377 0.0822 0.7028
Si 6.4966 9.526 0.1034 0.1436 0.2492 0.7058
Si 9.1738 12.5589 0.0714 0.0072 -0.1714 0.721
Si 12.0222 14.9902 0.1177 0.3396 -0.2336 0.7441
Si 14.8149 1.3649 0.2167 0.2314 -0.2346 0.7462
Si 12.6111 3.6273 0.0121 -0.3005 0.3734 0.7066
Si 19.8571 10.1246 29.3808 0.2817 -0.1479 0.6126
Si 12.6749 9.3864 0.0585 -0.1983 0.0154 0.678
Si 15.1941 12.1047 0.5124 -0.0091 -0.0542 0.7399
Si 2.6809 16.3514 1.3616 0.0117 -0.0091 -0.0623
Si 5.3878 2.7876 1.2999 0.0346 -0.0463 -0.0672
Si 2.7464 5.4384 1.2918 -0.0591 0.0786 -0.1007
Si 5.4641 8.1866 1.661 -0.0374 0.061 -0.0321
Si 2.7171 10.9428 1.2429 0.0236 -0.0196 -0.118
Si 5.4355 13.695 1.4584 0.022 0.0173 -0.0251
Si 8.1591 16.3426 1.2393 0.0435 0.0173 -0.0508
Si 10.9258 2.6591 1.3291 0.0182 -0.016 -0.0234
Si 8.0845 5.5397 1.0112 0.0238 -0.0037 -0.0686
Si 10.971 8.2746 1.3215 0.0759 0.0072 -0.0239
Si 8.0044 10.9314 1.2926 -0.0054 -0.0357 -0.0453
Si 10.8026 13.5346 1.4474 -0.0198 -0.0002 -0.0086
Si 13.5911 16.1599 1.4601 -0.0506 0.0015 -0.0205
Si 16.3704 2.5943 1.4854 -0.0389 0.0122 -0.0055
Si 13.5872 5.3877 1.2735 -0.0383 -0.0381 -0.0398
Si 16.268 8.1825 1.2809 0.0408 -0.0399 -0.0585
Si 13.6509 10.8118 1.62 -0.015 -0.017 -0.0498
Si 16.4347 13.6064 1.6982 0.037 0.0138 -0.0404
Si 1.3816 1.2956 2.8473 -0.003 -0.0269 0.0344
Si 4.0886 4.1303 2.7179 -0.0098 -0.0044 0.02
Si 1.3499 6.8161 2.6268 -0.0322 -0.0094 0.0207
Si 3.9955 9.6075 2.7482 -0.0522 0.0734 0.0729
Si 1.5003 12.1895 2.868 0.0256 -0.0342 0.0617
Si 4.077 15.0569 2.767 -0.0019 0.0078 0.0329
Si 6.8026 1.4006 2.6038 -0.0232 -0.0372 0.0317
Si 9.4668 4.1336 2.4905 -0.0136 0.0195 0.015
Si 6.8982 6.7332 2.7105 0.0421 -0.0882 0.0246
Si 9.4851 9.5787 2.6243 -0.058 0.0079 -0.0215
Si 6.7399 12.2527 2.7697 0.0093 0.0089 0.0193
Si 9.4701 14.9935 2.7313 -0.0155 0.0026 0.0372
Si 12.2474 1.3049 2.7615 -0.0257 0.0171 0.0222
Si 14.99 4.0899 2.6925 -0.0309 -0.0053 0.0079
Si 12.2463 6.7816 2.6673 0.0504 0.0382 0.0377
Si 15.0212 9.4269 2.8636 0.0302 0.0122 0.0499
Si 12.1881 12.2002 2.8002 0.0143 0.015 0.0114
Si 14.9576 14.935 2.8863 0.0206 0.0152 0.0391
Si 16.3157 16.3097 4.2039 0.028 -0.0169 0.0034
Si 2.7549 2.736 4.0976 -0.0067 0.0092 -0.0217
Si 16.3331 5.4615 4.0473 0.0319 0.0003 -0.01
Si 2.6754 8.1707 4.0569 0.0033 -0.0251 -0.0054
Si 16.3741 10.8456 4.1679 0.0129 -0.0142 -0.0301
Si 2.7978 13.6314 4.1655 -0.0151 -0.0094 -0.0239
Si 5.4751 16.3959 4.0692 -0.0107 0.031 -0.0045
Si 8.1661 2.7662 3.9579 0.0352 0.0252 -0.016
Si 5.483 5.4356 4.0765 -0.0327 0.0201 0.0125
Si 8.2119 8.1587 4.0304 -0.008 0.0329 0.026
Si 5.3912 10.9055 4.127 0.0142 -0.0063 -0.0045
Si 8.1311 13.6162 4.0956 0.0226 0.0087 -0.0134
Si 10.8547 16.3143 4.112 -0.0115 -0.0123 -0.0255
Si 13.6157 2.723 4.0631 0.0039 -0.0144 -0.0401
Si 10.8321 5.4317 3.9731 -0.0223 -0.0056 -0.0255
Si 13.5947 8.0817 4.1219 -0.0284 -0.0082 -0.0046
Si 10.8149 10.8564 4.1081 -0.0072 -0.0114 -0.0069
Si 13.5653 13.5591 4.1604 -0.0096 -0.0113 -0.0235
Si 17.7038 14.9716 16.3919 0.0074 -0.0335 0.0428
Si 4.135 17.6671 16.2917 0.0124 -0.0036 -0.0002
Si 17.6936 4.0893 16.3421 0.0108 -0.0029 0.0014
Si 4.0356 6.7957 16.3042 0.0055 -0.0065 -0.0092
Si 17.6971 9.5252 16.2973 -0.0216 -0.0088 0.0093
Si 4.0879 12.2295 16.3211 0.0111 -0.0392 0.0111
Si 6.7937 14.9652 16.3417 0.0238 0.0046 0.0092
Si 9.4703 17.633 16.355 -0.0203 0.0131 0.0207
Si 6.8254 4.0696 16.3311 -0.0255 0.0157 0.0172
Si 9.5202 6.8082 16.2207 -0.0188 -0.0027 -0.0005
Si 6.7309 9.4683 16.2833 0.0089 -0.0305 0.007
Si 9.5058 12.2181 16.254 0.0058 0.0155 0.0202
Si 12.2561 14.9783 16.3634 0.0033 -0.0126 0.0487
Si 14.9817 17.696 16.3508 -0.003 0.0024 0.0053
Si 12.2176 4.0672 16.2917 -0.0149 0.0413 0.0153
Si 14.9418 6.8023 16.277 0.0119 0.0092 0.0416
Si 12.2379 9.5405 16.2989 -0.0025 0.0064 0.0178
Si 14.9599 12.2917 16.2828 0.0225 0.0257 0.0157
Si 19.1786 16.3126 17.7041 0.04 0.0171 -0.0148
Si 5.4979 2.6587 17.6847 0.0015 -0.031 -0.0325
Si 19.0096 5.4836 17.715 -0.0128 0.0632 -0.0281
Si 5.3786 8.1102 17.6917 0.0082 0.0128 -0.0184
Si 19.0586 10.8665 17.6804 0.0062 -0.0104 -0.0154
Si 5.4582 13.5765 17.6841 -0.0151 -0.0245 -0.0238
Si 8.0921 16.3051 17.7875 0.0104 0.0259 -0.0078
Si 10.866 2.6797 17.6432 -0.0036 -0.0252 -0.0242
Si 8.189 5.5023 17.62 0.0067 0.0014 -0.0353
Si 10.8361 8.1589 17.5967 0.0225 0.0193 -0.0173
Si 8.1197 10.8348 17.5591 -0.0129 0.0044 -0.0546
Si 10.8514 13.559 17.6338 0.0016 0.0149 -0.0575
Si 13.6281 16.3693 17.7473 -0.0235 -0.0247 -0.0112
Si 16.3672 2.7191 17.7134 -0.0177 -0.0357 -0.0138
Si 13.5419 5.4753 17.6295 -0.0067 -0.0119 -0.0491
Si 16.3265 8.151 17.6211 0 -0.0344 -0.0471
Si 13.6211 10.9275 17.6232 -0.008 -0.0128 -0.0124
Si 16.2622 13.6316 17.7215 -0.0048 0.0252 -0.0297
Si 17.8415 17.7088 19.0292 -0.0089 0.0243 0.0409
Si 4.1827 4.1253 18.9249 -0.0008 0.04 0.0164
Si 17.5532 6.7672 19.1 -0.0168 -0.0482 0.0671
Si 3.9974 9.4287 19.0893 -0.0083 -0.0211 0.0522
Si 17.6761 12.2511 18.9867 -0.0006 0.0105 0.0258
Si 4.2 14.9239 19.1284 -0.0221 0.0447 0.0445
Si 6.7709 17.6849 19.2396 0.0413 -0.0636 0.0693
Si 9.5432 4.1171 18.9225 -0.0046 0.0326 0.0215
Si 6.8223 6.8012 19.0315 0.0038 0.0264 0.051
Si 9.4461 9.477 18.9217 -0.027 -0.0056 0.0696
Si 6.7959 12.153 18.9667 -0.0036 -0.02 0.0375
Si 9.4622 14.8568 19.0384 -0.0275 -0.0604 0.0364
Si 12.188 17.6878 19.0916 0.0133 0.0107 0.0391
Si 14.9067 4.0859 18.9615 0.0321 -0.0019 0.0607
Si 12.1827 6.8891 18.9983 0.0497 -0.0107 0.029
Si 15.0156 9.5903 18.9302 0.0107 -0.0047 0.0465
Si 12.2475 12.2264 18.9931 -0.0292 -0.0036 0.0455
Si 14.9831 15.0411 19.1754 0.0311 0.0156 0.0493
Si 16.7359 16.1707 20.3901 -0.2688 0.0619 -0.6583
Si 19.0421 3.0071 20.2948 0.1427 -0.2886 -0.6106
Si 15.805 5.717 20.3585 0.3843 -0.1977 -0.7614
Si 18.6853 8.3132 20.4337 0.158 -0.1331 -0.6952
Si 16.584 10.6655 20.3121 -0.0857 0.0873 -0.6887
Si 18.8135 13.8076 20.3009 0.2019 -0.0682 -0.7656
Si 5.5016 16.2114 20.6756 0.0607 0.1133 -0.7301
Si 8.0794 3.0078 20.3471 0.0442 -0.2573 -0.7164
Si 5.7765 5.1428 20.3015 -0.0515 0.1513 -0.6879
Si 7.862 8.4515 20.34 0.2007 -0.2162 -0.7497
Si 5.5948 10.6296 20.2882 -0.1663 0.1729 -0.7846
Si 8.4399 13.14 20.3125 -0.2474 0.339 -0.7871
Si 10.9989 16.0409 20.3101 -0.0975 0.2081 -0.6926
Si 13.3466 3.0253 20.3177 0.1523 -0.2867 -0.6503
Si 11.0844 5.2512 20.2625 -0.1461 0.2295 -0.6656
Si 13.7789 8.1231 20.213 -0.2829 0.1389 -0.726
Si 10.6766 10.9557 20.2022 0.2685 -0.098 -0.79
Si 13.2708 13.8727 20.3228 0.1954 -0.037 -0.7824
Si 14.6648 16.2406 24.2618 0.0365 0.0711 -0.0756
Si 13.6463 11.7593 27.2889 0.0665 0.0974 0.1839
Si 20.0319 17.7429 22.7065 -0.0623 0.0169 -0.0173
Si 16.1617 7.9538 27.43 0.027 -0.116 0.0255
Si 12.0255 9.204 22.446 -0.0182 -0.0535 -0.1544
Si 4.2771 12.4518 22.456 0.0416 -0.0569 -0.1497
Si 6.7919 14.276 22.597 0.056 0.0784 -0.0817
Si 18.921 16.7417 27.5733 -0.051 -0.0079 -0.0439
Si 8.0103 7.5871 23.3227 -0.0396 0.0186 -0.1414
Si 10.3826 3.0366 27.1652 0.0603 -0.0247 0.1237
Si 10.6255 6.397 23.0949 0.0453 0.0318 -0.089
Si 18.9236 6.8624 23.2703 -0.1211 0.0754 -0.0942
Si 17.2906 4.3684 22.3187 0.02 -0.0931 0.0635
Si 10.1024 14.2003 27.3742 0.0202 0.0128 0.0428
Si 5.5321 8.8237 27.6508 -0.2141 0.0177 -0.0779
Si 16.1019 11.4069 23.2539 0.0026 -0.0811 -0.0319
Si 8.5575 17.7941 25.1658 -0.0496 0.0738 -0.0037
Si 17.3655 9.2022 24.8211 0.0739 -0.0324 -0.1237
Si 8.5825 14.706 25.0543 0.0887 -0.0795 -0.0092
Si 13.0346 18.6183 23.1018 0.0077 -0.0224 -0.0318
Si 12.294 4.5096 25.0567 -0.0327 -0.0971 0.0591
Si 14.9537 14.5773 26.689 0.0611 -0.0353 0.0998
Si 13.9794 13.5006 23.2417 0.0091 -0.007 -0.0497
Si 5.7662 2.9309 24.5517 -0.0256 0.0263 -0.0904
Si 13.9545 5.8236 27.3288 0.019 -0.0051 0.098
Si 10.2289 8.6944 27.14 0.0166 -0.0906 0.0121
Si 18.673 11.8591 24.6698 -0.1683 -0.0287 -0.0129
Si 17.0402 17.6694 23.1138 0.1101 0.0178 -0.0696
Si 7.3119 11.1887 27.7597 -0.0096 0.049 -0.1844
Si 11.7886 10.5759 25.1571 -0.1557 -0.0428 0.0825
Si 10.0521 17.979 22.4327 -0.0648 0.0205 -0.1647
Si 5.3768 5.8193 23.2325 -0.0315 -0.0784 0.0028
Si 7.622 9.1864 25.7865 -0.0273 -0.0332 0.0691
Si 21.0168 18.9215 27.3689 -0.0653 -0.1652 0.2058
Si 11.2095 13.5145 24.8353 -0.0553 0.0316 -0.0448
Si 17.8463 14.02 26.6877 0.0119 0.0077 0.1458
Si 1.3742 14.9398 5.5083 -0.0056 -0.0056 0.0052
Si 4.1122 1.3916 5.4597 -0.0069 -0.0108 0.0066
Si 1.3693 4.1006 5.422 -0.0031 0.0096 0.0025
Si 4.0922 6.8184 5.3929 -0.0262 0.003 0.0064
Si 1.3719 9.4806 5.5129 0.0206 0.0254 0.002
Si 4.1151 12.2701 5.5308 -0.0183 0.0136 0.0098
Si 6.7906 14.9939 5.4435 0.0028 -0.0134 -0.0092
Si 9.495 1.4045 5.3947 -0.0031 0.0021 0.0039
Si 6.8236 4.0641 5.416 0.02 -0.0225 -0.0176
Si 9.5449 6.7994 5.4053 0.0022 -0.0205 -0.0022
Si 6.7985 9.4993 5.398 0.0086 0.0147 -0.0146
Si 9.4885 12.2473 5.4575 -0.0116 0.0068 -0.0079
Si 12.2124 14.955 5.4793 -0.0009 0.0154 -0.0072
Si 14.9556 1.3951 5.4826 -0.0224 0.0099 0.0075
Si 12.2079 4.0826 5.3757 0.011 -0.0039 -0.016
Si 14.9667 6.7567 5.4688 0.0059 0.0074 -0.002
Si 12.2175 9.4853 5.4332 0.0117 -0.0041 -0.0089
Si 14.9649 12.2071 5.4809 -0.0034 0.0002 0.002
Si 2.7417 16.3369 6.8171 0.0106 -0.0023 -0.0076
Si 5.4698 2.7331 6.8134 0.0001 -0.0001 0.0123
Si 2.7372 5.4554 6.7756 -0.0048 -0.0029 -0.0136
Si 5.4419 8.1595 6.78 -0.0006 -0.0037 0.0006
Si 2.7305 10.8781 6.8369 0.006 -0.0007 -0.0062
Si 5.4685 13.6379 6.8498 -0.0041 -0.0163 0.0089
Si 8.1624 16.3521 6.7834 -0.0103 0.012 -0.0049
Si 10.8716 2.7313 6.7693 -0.0153 0.0078 -0.0047
Si 8.1725 5.4437 6.7659 -0.0064 0.0073 0.0063
Si 10.8812 8.1364 6.806 0.0013 -0.0046 0.0069
Si 8.1368 10.8656 6.7911 0.0063 0.0131 -0.0022
Si 10.8601 13.5904 6.8247 0.0091 -0.0093 0.0064
Si 13.59 16.3294 6.8144 0.0022 0.0013 -0.0133
Si 16.3355 2.7491 6.8115 -0.0092 -0.0047 0.0026
Si 13.5769 5.4056 6.7882 0.0072 0.0103 -0.0054
Si 16.3074 8.1315 6.8371 -0.0051 -0.0084 0.0027
Si 13.5812 10.8485 6.8063 0.0041 0.0014 -0.0081
Si 16.3153 13.5829 6.8408 0.0094 -0.0085 -0.0044
Si 17.6884 1.374 8.1657 0.0051 0.0099 -0.0032
Si 4.0876 4.0917 8.1473 0.0073 0.0108 0.0046
Si 17.6909 6.784 8.1677 0.0043 0.004 0.0022
Si 4.0968 9.5144 8.1684 0.0148 0.009 -0.001
Si 17.6803 12.2298 8.1909 -0.0229 -0.0152 0.001
Si 4.0866 14.98 8.1905 -0.0048 -0.0037 0.0066
Si 6.8101 1.3631 8.1713 -0.0098 -0.0051 0.0088
Si 9.523 4.0865 8.1416 0.0076 0.0067 0.0006
Si 6.8022 6.7928 8.1341 -0.0107 -0.0015 0.0015
Si 9.5123 9.5104 8.1471 -0.004 -0.0126 -0.0015
Si 6.8114 12.2393 8.1747 0.0044 0.0091 0.0083
Si 9.5092 14.977 8.1568 0.0029 -0.0005 -0.0036
Si 12.2247 1.3727 8.1531 0.0094 -0.0047 -0.0091
Si 14.9512 4.0782 8.1663 -0.0087 -0.0112 0.0026
Si 12.2436 6.7822 8.1613 -0.0016 0.0113 0.0094
Si 14.9458 9.5051 8.1759 -0.0085 -0.0026 0.006
Si 12.2347 12.2293 8.1657 0.0053 0.0016 -0.0042
Si 14.9552 14.9677 8.1721 0.0017 -0.004 -0.0093
Si 16.3235 16.3285 9.5238 -0.0076 -0.0084 -0.0044
Si 2.7323 2.7296 9.5198 -0.006 -0.0075 -0.0053
Si 16.3211 5.433 9.5242 -0.0047 0.0087 -0.0003
Si 2.724 8.1563 9.5195 -0.0028 -0.0024 0.0005
Si 16.3101 10.8709 9.5313 -0.0027 0.0072 -0.0006
Si 2.7195 13.608 9.5324 0.0047 0.0068 -0.0059
Si 5.45 16.3321 9.5416 -0.0027 0.0001 0.0042
Si 8.1716 2.7264 9.5142 0.0008 -0.003 0.0016
Si 5.4439 5.443 9.5085 -0.0046 0.0041 0.0037
Si 8.1539 8.1515 9.5064 -0.0019 0.0102 0.0027
Si 5.4451 10.8795 9.5267 -0.0101 0.0008 0.0046
Si 8.1624 13.6102 9.5245 0.01 -0.0149 0.0003
Si 10.8801 16.3245 9.5155 0.0023 0.0129 -0.001
Si 13.5968 2.7146 9.5215 0.0119 0.003 0.0018
Si 10.8778 5.4304 9.5188 -0.001 -0.0073 0.0032
Si 13.592 8.1459 9.53 0.0043 -0.003 0.0029
Si 10.8707 10.8705 9.5156 0.0048 0.0028 -0.0006
Si 13.596 13.6003 9.5222 -0.001 -0.001 -0.0029
Si 17.6803 14.9704 10.8898 -0.0044 -0.0033 0.0022
Si 4.0812 1.3668 10.891 0.0054 0.0021 -0.0007
Si 17.6818 4.0731 10.8837 -0.0056 -0.0056 -0.0071
Si 4.0798 6.7941 10.8736 0.005 0.0033 -0.0048
Si 17.6776 9.5138 10.8796 -0.0118 0.0064 0.0027
Si 4.0798 12.241 10.8781 -0.002 -0.0051 0.0022
Si 6.802 14.9605 10.8942 -0.0138 -0.0086 0.0013
Si 9.5271 1.3619 10.875 0.007 -0.0089 -0.0035
Si 6.7967 4.0749 10.8671 0.0003 0.0048 -0.0011
Si 9.5089 6.7891 10.8702 0.0104 0.0028 -0.0001
Si 6.8026 9.5128 10.8772 0.0084 -0.0004 0.0001
Si 9.5227 12.2452 10.8734 0.0027 0.016 -0.0047
Si 12.243 14.9679 10.8811 -0.0041 -0.0103 0.005
Si 14.9582 1.3598 10.8864 -0.0128 0.0088 0.0012
Si 12.2409 4.0742 10.8818 0.0019 -0.0007 -0.001
Si 14.9646 6.7961 10.8827 0.0003 0.012 0.0006
Si 12.2314 9.5167 10.8798 0.0021 -0.0046 0.0024
Si 14.961 12.2485 10.8832 0.0036 -0.0071 -0.0009
Si 2.7213 16.326 12.2543 -0.0079 -0.0051 0.0006
Si 5.4443 2.7212 12.2423 -0.0032 0.0007 -0.0047
Si 2.7201 5.437 12.2381 0.0027 0.0052 0.0034
Si 5.4365 8.1507 12.2302 -0.0049 0.0083 0.0006
Si 2.711 10.8874 12.2297 0.002 0.0068 -0.0103
Si 5.4306 13.5984 12.2437 -0.0019 -0.0105 -0.0024
Si 8.1737 16.3232 12.2383 0.0144 0.0161 -0.0038
Si 10.89 2.7063 12.2412 0.002 0.0025 -0.0043
Si 8.1496 5.4252 12.2315 -0.0229 -0.0162 -0.0064
Si 10.8673 8.1506 12.226 -0.0107 -0.0007 -0.0003
Si 8.1554 10.8898 12.2273 0.0136 0.0078 0.0009
Si 10.8796 13.6061 12.2324 0.0006 -0.0139 -0.0036
Si 13.6013 16.3251 12.254 0.0121 -0.0042 -0.0004
Si 16.3267 2.7115 12.2466 0.0022 0.0009 0
Si 13.6067 5.4334 12.2356 0.0081 0.0091 0.0039
Si 16.3175 8.1602 12.2425 -0.001 -0.0057 0.0067
Si 13.5985 10.888 12.2315 -0.0063 0.001 0.0012
Si 16.3188 13.6117 12.2481 0.0001 -0.0019 -0.0032
Si 17.6867 17.6835 13.6239 0.0022 -0.0028 0.0013
Si 4.0779 4.0744 13.6002 0.0032 -0.0098 -0.0037
Si 17.6758 6.7944 13.5948 0.0009 0.0037 0.0031
Si 4.0732 9.5234 13.5701 0.0011 -0.0019 -0.0079
Si 17.6833 12.2511 13.6007 -0.0002 -0.0078 0.0012
Si 4.0704 14.9497 13.6108 0.0097 0.0004 -0.0041
Si 6.8113 17.6782 13.5916 -0.0102 -0.0032 -0.009
Si 9.5123 4.0563 13.5796 0.0032 0.0078 -0.0053
Si 6.7741 6.7695 13.5902 0.0144 0.0058 -0.0009
Si 9.5063 9.518 13.5739 0.0036 0.0051 0.0029
Si 6.7952 12.2442 13.5973 -0.0007 -0.0028 0.0052
Si 9.5289 14.9634 13.6017 0.0049 -0.0078 0.0029
Si 12.2365 17.674 13.6256 -0.0025 0.0194 0.0088
Si 14.9665 4.0727 13.5974 -0.0013 -0.0054 -0.0007
Si 12.2398 6.7991 13.5786 -0.005 -0.0057 -0.0001
Si 14.9598 9.5354 13.5936 0.0069 0.0108 0.0019
Si 12.2446 12.2557 13.5866 -0.0073 0.0128 0.0007
Si 14.9762 14.982 13.6161 -0.0037 -0.0121 -0.0003
Si 16.3449 16.3252 15.0022 -0.0015 -0.0016 0.0173
Si 2.7358 2.7219 14.9804 -0.0174 0.0164 0.0059
Si 16.3235 5.4295 14.959 0.0077 0.0066 0.005
Si 2.7197 8.1695 14.9287 -0.0032 0.0155 0.0006
Si 16.3243 10.8967 14.9573 0.0032 -0.0001 0.0055
Si 2.7086 13.6002 14.9905 -0.0103 0.013 0.0137
Si 5.4613 16.3039 14.937 0.0115 -0.0028 -0.0025
Si 8.1661 2.705 14.9647 0.0098 -0.0076 0.0097
Si 5.4221 5.4147 14.9814 0.0064 0.0098 0.0088
Si 8.1249 8.1557 14.9119 -0.0099 0.0141 -0.007
Si 5.4225 10.8751 14.9366 0.0018 -0.0001 -0.0048
Si 8.1513 13.6173 14.9525 -0.0111 -0.0148 -0.0073
Si 10.8725 16.3111 14.9929 0.0016 -0.0202 0.015
Si 13.6153 2.7179 14.9682 0.0142 0.0074 0.0085
Si 10.8769 5.4191 14.9115 0.0153 -0.0127 -0.0069
Si 13.5907 8.1728 14.9356 -0.0222 -0.015 -0.0085
Si 10.8821 10.8766 14.9173 -0.0018 -0.0053 -0.0103
Si 13.5881 13.6368 14.9498 -0.0137 -0.011 0.0035
O 14.8233 10.8883 27.9521 0.3992 0.1069 -0.3145
O 11.0852 10.1522 21.55 -0.0796 -0.1051 0.3625
O 17.5993 17.5216 28.0791 -0.2886 0.173 -0.5409
O 7.8399 13.3685 21.8019 0.1444 -0.1552 0.5907
O 14.7807 14.912 23.3268 0.4728 -0.0487 -0.4309
O 19.3538 13.0303 21.6174 -0.1925 -0.2813 0.2377
O 6.9252 4.0795 20.8211 -0.1415 0.1325 0.5324
O 13.7261 13.146 21.695 0.158 -0.548 0.017
O 6.7309 9.5549 20.7499 -0.1475 -0.1528 0.4911
O 6.443 12.5323 27.887 -0.2709 0.2448 -0.6747
O 11.3627 14.1278 26.3506 0.4206 0.081 0.0173
O 19.1212 7.5917 21.8306 0.5652 0.0827 -0.004
O 19.9286 17.8096 26.9003 0.13 0.1545 -0.6102
O 13.9447 2.5638 21.7795 0.5543 0.0732 -0.0073
O 17.4406 12.2136 23.6792 -0.0478 0.5844 0.0037
O 5.8893 18.2514 28.2249 0.2248 -0.3002 -0.4932
O 21.3388 14.2266 29.1073 0.1229 0.2448 -0.5704
O 10.4333 13.2674 28.6456 -0.4732 -0.2192 0.1329
O 7.8306 16.8356 29.1123 0.0998 0.0256 -0.5282
O 12.155 14.9848 20.7868 0.0438 -0.1353 0.1548
O 5.7916 7.3944 28.3342 -0.3477 -0.3851 -0.1499
O 14.7727 6.9297 20.6567 0.0436 0.0252 0.4867
O 16.4396 17.0373 21.7436 -0.5487 0.0146 0.0105
O 14.8695 4.6131 27.8561 0.092 -0.4737 -0.3162
O 11.3194 7.826 22.8519 0.0689 -0.0774 0.1578
O 4.7601 18.1982 23.8345 0.156 -0.3404 0.2887
O 6.6688 15.6251 21.6854 0.518 0.3546 -0.0551
O 18.1894 5.4125 23.1597 0.0186 -0.0847 0.2341
O 18.8002 11.2987 28.9436 -0.2512 0.048 -0.4352
O 17.7476 14.9471 20.8087 0.0385 0.0447 0.3016
O 7.849 5.8254 28.9481 -0.0473 -0.12 -0.5141
O 13.0633 10.9352 26.0558 0.5609 -0.1527 -0.091
O 6.0779 8.7446 26.121 -0.4005 -0.293 -0.453
O 12.3856 10.0169 23.7773 0.4023 0.1897 0.1448
O 13.1869 3.4413 24.2312 0.4661 0.0071 0.0666
O 5.0676 5.7149 21.6454 -0.2289 0.1631 0.1117
O 16.3862 14.2195 26.0345 -0.02 0.0409 -0.6482
O 8.9522 2.5597 21.6572 -0.0256 0.2281 0.3576
O 15.1248 15.1505 28.1808 0.4877 0.1273 0.0541
O 10.2185 16.579 21.6428 -0.4463 -0.235 0.3857
O 17.0094 2.9804 23.1007 -0.3478 0.1268 0.5594
O 11.2516 3.7458 26.0151 -0.0402 -0.0899 -0.2195
O 18.4716 10.3353 25.1865 0.2094 -0.0846 0.2317
O 8.3909 7.9397 21.7921 0.4626 -0.1002 0.1411
O 14.8347 12.2505 23.8239 -0.2748 -0.2571 0.4812
O 17.6598 9.5356 20.8328 0.1647 0.0503 0.4532
O 7.9208 8.9391 24.2271 0.0136 0.6168 -0.3787
O 11.3587 18.4403 28.0813 0.016 0.0311 -0.3241
O 16.1591 19.308 29.1994 0.1237 0.004 -0.4339
O 10.2562 9.6664 28.4215 0.6439 0.2033 0.1862
O 5.7614 4.3492 23.7811 0.2312 -0.1866 -0.0285
O 4.3213 16.6012 21.7431 -0.094 -0.287 0.0777
O 17.9205 4.0713 20.8405 -0.0636 0.462 -0.3792
O 9.2069 18.511 26.4547 -0.2636 -0.0595 0.2639
O 15.971 8.8191 28.7896 0.2065 -0.0643 0.1998
O 17.5765 13.4691 28.1872 -0.3683 0.2027 0.1207
O 14.1038 13.2102 26.7835 -0.2207 0.1339 -0.1575
O 12.2954 4.2339 20.6537 0.1839 0.1859 0.3802
O 12.5746 13.6999 24.0156 -0.1834 0.2081 0.2587
O 5.3266 13.6406 22.6732 -0.0578 0.2316 -0.0017
O 15.9548 11.3399 21.6489 -0.2025 0.0556 0.1558
O 14.7872 7.1824 27.0889 -0.1974 0.2492 -0.4462
O 10.8969 11.9166 24.9271 -0.4008 -0.0617 -0.0126
O 6.501 9.9128 28.3552 0.3379 -0.0189 0.7687
O 20.3831 6.5075 23.8927 0.0334 0.203 0.4376
O 7.7647 10.7558 26.2585 0.2033 0.5571 -0.5642
O 8.3554 16.2356 25.5171 -0.2273 0.0009 0.245
O 18.0713 7.8812 24.2018 -0.0486 -0.2614 0.1225
O 10.3766 5.7019 21.6562 -0.6316 0.0923 0.1287
O 13.3504 8.8771 21.5935 0.2471 0.0823 0.2174
O 18.5906 15.4638 26.6477 0.2202 0.031 -0.4661
O 9.5913 17.7855 23.941 0.0649 -0.2576 0.2873
O 19.611 16.2131 28.9096 0.0475 0.1431 0.2257
O 13.2449 16.7985 28.9778 0.093 -0.1404 -0.4137
O 13.2498 5.4444 25.949 0.0415 0.213 -0.3338
O 20.3682 9.3839 27.9771 -0.2099 -0.2834 -0.5368
O 4.9827 11.2386 21.6664 0.2212 -0.1789 0.302
O 11.5149 18.6407 22.5443 0.1423 0.3435 0.0599
O 18.7072 12.9376 25.8676 0.4812 0.0546 0.0623
O 19.7933 2.6685 21.7112 0.3754 0.2782 0.2054
O 8.4533 11.3681 28.8789 0.2104 0.5781 0.0754
O 12.949 6.02 28.5885 -0.0666 -0.2591 0.4747
O 10.924 9.4107 25.8753 0.0283 -0.253 -0.2854
O 20.4178 3.8028 28.2472 0.0643 0.0456 -0.3224
O 9.6402 12.1099 20.6744 0.1369 0.0642 0.4173
O 16.0691 17.0736 24.2664 0.3108 -0.0728 0.6103
O 16.5797 8.8158 26.1627 -0.0265 0.4318 -0.0919
O 9.8343 15.6264 28.0747 0.2491 0.4769 -0.4095
O 11.5229 5.4532 24.0166 0.2451 0.0549 0.1302
O 20.0705 11.9273 23.876 0.514 -0.358 0.2931
O 15.9472 5.1449 21.8944 -0.6628 0.0889 0.5961
O 5.2696 3.2637 26.0368 -0.0192 0.6384 0.056
O 18.6069 17.2546 23.3222 0.1302 -0.2327 0.2044
O 14.2892 15.7117 25.7483 -0.2713 0.2547 0.2427
O 9.2121 6.6381 23.8436 -0.0304 -0.4437 0.7933
O 17.3557 6.9695 27.8687 0.24 -0.2725 -0.4039
O 12.5489 11.8342 28.4586 0.0829 -0.4371 -0.075
O 13.4672 17.1965 23.7375 -0.3669 -0.212 0.0397
O 7.2193 18.5513 24.6678 0.1557 -0.1825 0.0225
O 6.6241 6.804 23.4636 -0.1846 0.1722 0.2166
O 16.2646 9.8965 23.8367 -0.3934 -0.3517 -0.0386
O 11.0605 7.4332 27.7269 0.0913 -0.203 -0.5147
O 9.6865 4.146 28.1102 0.2078 0.0714 -0.1999
O 9.946 14.3412 24.2094 0.1196 -0.0722 -0.6808
O 8.7037 8.3393 26.6899 -0.2187 -0.4155 0.1449
O 8.7791 13.855 26.4574 -0.4373 -0.2498 0.1663
O 7.311 14.398 24.1167 -0.4379 -0.2366 0.2672
O 18.9769 5.691 29.2385 0.1657 0.0123 -0.167

Results
total energy: -82019.010 eV
total energy less fixed offsets of O -438.35, Si -107.03 eV per atom: 0.510 eV
